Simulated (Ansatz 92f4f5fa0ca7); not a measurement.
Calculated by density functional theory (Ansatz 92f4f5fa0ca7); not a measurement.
Periodic cell of 197 atoms, Si117O80, from a study of silicon, its oxide and their interface. The atomic structure is a simulated model.

Settings: functional r2SCAN; potential files Ansatz norm-conserving; basis plane waves; wave-function cutoff 1300 eV; density cutoff ratio 4; exchange-correlation grid ratio 1; k mesh 2 x 2 x 1, shifted by 0.5 0.5 0.5 of a step; self-consistency stop 5e-08 eV per atom in the density residual; occupations Fermi-Dirac, 0.05 eV; spin none; net charge 0.

Cell vectors (angstrom)
a 11.5403 0 0
b 0 11.5403 0
c 2.1212 3.6689 31.0041

Atoms: element, x, y, z (angstrom)
Si 9.2218 9.1803 2.143
Si 9.1379 3.9623 1.2995
Si 7.115 6.5163 3.7289
Si 2.1124 9.9189 2.5696
Si 0.5864 3.1376 1.5967
Si 1.5311 6.0214 2.3563
Si 3.0265 8.2512 1.1494
Si 4.7888 3.2425 1.7674
Si 5.0076 6.317 2.4716
Si -0.2205 9.9124 3.5392
Si 0.4256 2.4459 3.8632
Si -0.4736 6.3407 3.6783
Si 4.0523 10.1433 3.8887
Si 2.8323 2.5027 4.0925
Si 3.2645 6.2902 3.9963
Si 6.6921 10.1753 3.8026
Si 7.3506 2.7323 3.6096
Si 9.0807 6.7655 2.4821
Si -0.3022 0.3838 4.893
Si -0.3591 4.4063 5.0496
Si -0.3709 8.203 5.1421
Si 3.5041 0.4942 5.1951
Si 3.3523 4.4279 5.3579
Si 3.4612 8.2849 5.2775
Si 7.3215 0.6326 4.9003
Si 7.2175 4.5585 5.0828
Si 7.1444 8.3352 5.2139
Si -2.2724 0.5265 6.2858
Si 9.2014 4.4555 6.395
Si -2.3536 8.2746 6.4772
Si 1.5004 0.4001 6.4457
Si 1.4038 4.4722 6.5913
Si 1.4878 8.265 6.5939
Si 5.4842 0.6142 6.4469
Si 5.3759 4.4801 6.5405
Si 5.3463 8.2277 6.675
Si 9.195 10.2044 7.8577
Si 9.2931 2.4679 7.666
Si 9.1777 6.3566 7.8843
Si 1.436 10.1621 7.9844
Si 1.4643 2.4085 7.7045
Si 1.4742 6.3498 7.9577
Si 5.4334 10.2281 7.9092
Si 5.3599 2.5147 7.7778
Si 5.4035 6.3302 7.995
Si -0.5118 10.193 9.3761
Si -0.3618 2.4332 9.1517
Si -0.4503 6.3285 9.2881
Si 3.4577 10.1699 9.2072
Si 3.3643 2.4661 9.052
Si 3.4385 6.3043 9.2415
Si 7.3243 10.1887 9.3699
Si 7.3527 2.5289 8.967
Si 7.295 6.4601 9.4005
Si -0.4491 0.6447 10.6968
Si -0.386 4.3309 10.5674
Si -0.519 8.1992 10.7123
Si 3.4327 0.6001 10.4768
Si 3.4533 4.326 10.4911
Si 3.3495 8.2323 10.5546
Si 7.3505 0.7492 10.4612
Si 7.3351 4.3516 10.4385
Si 7.2628 8.3451 10.9769
Si 9.1151 1.4265 11.8577
Si 8.9649 5.7766 13.3076
Si 9.3077 7.9288 12.3204
Si 1.5895 0.5125 11.9404
Si 1.5979 4.3282 11.9265
Si 1.4526 8.1709 11.9792
Si 5.0613 4.3448 13.863
Si 5.4188 3.6808 11.6275
Si 5.0643 8.2758 12.1101
Si 10.5349 9.8599 14.6733
Si 9.1751 3.9231 11.7813
Si 12.3401 5.4678 15.5704
Si 1.8472 10.0983 13.2605
Si 1.9957 2.3965 13.2353
Si 1.731 6.1975 13.4061
Si 5.38 12.8139 11.5877
Si 5.3947 0.5106 13.7748
Si 4.0546 6.4114 13.4666
Si 8.5769 12.3108 14.0313
Si 0.833 3.0777 15.8512
Si 9.994 5.5012 15.4599
Si 4.2742 9.9602 13.7515
Si 4.052 2.3474 14.5529
Si 5.0533 7.5514 15.2299
Si 9.466 14.198 16.3417
Si 7.0386 6.2581 14.5719
Si 7.924 7.1121 16.5597
Si 5.571 8.6634 20.4247
Si 8.0602 7.3188 21.6156
Si 14.9274 11.6493 18.5943
Si 1.309 6.3874 18.549
Si 10.313 7.4056 19.7187
Si 10.6618 12.5953 21.0096
Si 2.9234 2.3254 16.6469
Si 12.9214 1.6146 22.4785
Si 15.3137 13.5117 20.8721
Si 14.1441 8.9993 19.9623
Si 9.414 9.4501 17.5007
Si 7.6598 3.4522 28.2674
Si 3.5015 15.6229 31.3138
Si 7.4456 4.8907 30.6661
Si 10.5139 8.1426 22.5638
Si 0.5891 3.0961 30.7662
Si 10.419 14.2843 23.3455
Si 9.4943 5.5763 23.4855
Si 3.6179 4.3833 18.9989
Si 5.9393 11.7274 19.9445
Si 5.7223 2.6704 30.1692
Si 8.7242 12.3769 18.6544
Si 9.2511 3.7776 25.8114
Si 5.5656 6.6674 18.0929
Si 10.3653 5.4358 30.6588
Si 10.4815 3.6906 28.4607
Si 12.1502 10.3598 22.0732
O 7.7679 9.8981 2.5247
O 10.6922 3.6473 1.052
O 8.653 3.167 2.6551
O 6.0643 2.6799 2.5965
O 3.496 2.6997 2.5752
O 9.856 8.7227 13.7078
O 9.6229 11.1612 14.4279
O 12.1174 10.1086 14.3702
O 9.523 6.7455 16.4484
O 8.961 13.6023 14.926
O 0.7115 2.4517 14.3279
O -0.4832 2.455 16.6431
O 6.3091 4.7685 14.9258
O 10.4789 7.001 31.0149
O -0.0402 4.492 31.3514
O 5.6847 8.0469 18.9356
O 9.096 5.1858 25.0158
O 3.255 17.2146 31.5506
O 9.9428 12.84 19.6042
O 6.0844 10.2101 20.5259
O 2.1691 14.7959 30.9285
O 2.0147 11.326 1.6559
O 1.5168 4.4936 1.6995
O 4.5105 7.5639 1.4695
O 4.6749 2.5703 0.28
O 6.7897 3.4657 31.1471
O 5.3051 12.757 30.7436
O 12.1143 13.3424 21.0501
O 9.2127 15.7926 16.2257
O 7.0197 11.8685 14.2399
O 13.502 7.7448 19.1676
O 12.0327 2.4593 23.561
O 10.139 8.6869 18.738
O 4.7092 9.1596 15.1947
O 2.1779 5.1292 19.1327
O 2.8495 0.7625 17.2111
O 6.5118 7.7652 21.4111
O 8.1769 6.0309 22.6187
O 5.2193 12.742 21.0239
O 7.0934 6.2541 17.6943
O 3.6161 3.3939 17.6977
O 8.0321 8.6918 17.0313
O 14.4681 13.614 22.2668
O 9.8175 13.2112 22.2689
O 11.466 9.3222 23.1358
O 8.5776 13.5263 17.5237
O 13.1962 9.6118 21.108
O 12.8963 11.5648 22.8756
O 8.9995 10.9368 17.9808
O 10.4453 9.5161 16.2544
O 7.8604 3.559 26.66
O 15.4839 15.0271 20.3135
O 1.3651 6.3241 16.9138
O 3.9791 8.6018 20.7651
O 9.5745 2.5958 24.7403
O 8.9669 4.8366 31.1904
O 10.5465 6.8272 23.5165
O 14.4027 10.1391 18.8163
O 10.1985 4.2707 22.8115
O 14.4497 12.6105 19.8182
O 4.7211 7.0035 16.7433
O 5.022 11.6704 18.5917
O -0.2619 6.2924 19.0137
O 4.4845 3.73 30.0516
O 11.1064 7.7933 21.0825
O 11.7126 2.9156 29.1903
O 1.9075 7.0288 1.0754
O 4.8175 5.4714 18.8777
O 8.8802 5.5693 1.311
O 7.3604 4.8976 29.019
O 7.3851 12.3112 19.5615
O 10.526 3.7928 26.8496
O 4.9138 4.8686 1.6475
O 9.0918 2.9085 28.8642
O 6.4345 2.4687 28.7021
O 0.0995 1.7927 31.5923
O 8.9305 8.5332 22.3121
O 10.9236 10.997 21.1916
O 8.8087 6.9292 20.1883
O 10.459 5.2253 29.0421

Results
free energy: -50910.747 eV
free energy less fixed offsets of O -463.61, Si -117.95 eV per atom: -21.797 eV
pressure: -1.84 GPa
stress xx, yy, zz, yz, xz, xy (GPa, positive in tension): 1.9, 2.33, 1.28, -0.03, -0.27, 0.15

Forces (eV/angstrom), in the order of the atoms: element, x, y, z
Si 0.1967 0.6935 -0.7429
Si -0.2035 -0.1181 -0.2668
Si -0.3024 0.0171 -0.1585
Si 0.1413 0.5894 -0.5686
Si -0.1111 -0.0474 0.3439
Si -0.1322 -0.0489 -0.4422
Si -0.3327 -0.2962 -0.3455
Si -0.1835 0.0444 -0.0291
Si -0.2512 -0.2274 -0.1609
Si -0.2027 -0.0252 0.1454
Si -0.0286 0.0103 -0.016
Si 0.4544 -0.0873 -0.1229
Si -0.1524 0.2055 0.4802
Si 0.4713 -0.0382 -0.3962
Si 0.0164 -0.0263 -0.1136
Si 0.4965 -0.2968 -0.2921
Si -0.0747 0.259 -0.4218
Si -0.2119 -0.6302 -0.0871
Si 0.1194 0.1206 -0.1458
Si -0.1249 -0.0261 -0.1462
Si 0.024 -0.0174 0.0177
Si 0.1805 -0.0194 -0.0403
Si 0.0656 -0.0216 -0.0962
Si 0.0113 0.0067 -0.0591
Si -0.0952 0.3498 0.0069
Si 0.0591 -0.0198 0.0109
Si -0.0346 -0.1041 0.1241
Si 0.0548 -0.1554 0.0046
Si 0.128 -0.0103 0.0203
Si 0.0123 0.0797 -0.0465
Si -0.076 -0.1235 0.0236
Si -0.0495 0 0.0621
Si -0.0484 0.0761 -0.0999
Si -0.2108 0.1464 0.0975
Si -0.054 -0.1057 -0.0946
Si 0.0433 0.039 -0.0836
Si 0.0247 -0.0062 -0.0238
Si -0.1 0.0155 -0.0301
Si -0.0136 -0.0305 -0.0035
Si 0.0738 0.1323 0.0419
Si -0.0572 0.0859 0.0602
Si 0.1168 -0.0632 0.0195
Si -0.0878 -0.0338 0.0429
Si 0.1655 -0.0831 0.1095
Si -0.049 0.1442 0.0577
Si -0.0064 -0.0445 -0.0562
Si -0.1373 0.0425 -0.1244
Si -0.1073 -0.0167 0.0541
Si -0.1447 0.1365 0.0046
Si 0.0319 -0.0468 -0.048
Si 0.0332 -0.0207 0.0993
Si 0.0299 0.1094 -0.0131
Si -0.0811 -0.0093 -0.1107
Si 0.1788 -0.1986 0.0233
Si -0.1403 0.0518 0.1549
Si 0.1506 -0.0751 0.004
Si 0.0021 0.1357 -0.095
Si -0.1111 -0.0613 -0.1193
Si -0.0954 0.0516 -0.0267
Si 0.0518 0.0566 -0.0716
Si -0.045 0.0292 -0.1648
Si -0.0215 -0.1094 -0.1691
Si -0.0811 -0.132 -0.0103
Si 0.0928 0.1426 0.0745
Si 0.2087 -0.1907 0.078
Si 0.4134 0.1146 0.4443
Si 0.1787 -0.0759 -0.2137
Si -0.088 0.0435 0.0088
Si 0.0463 -0.2529 0.1861
Si 0.7087 0.0694 0.2785
Si 0.1998 -0.1384 0.1783
Si -0.2057 -0.2489 0.1624
Si 0.0369 -0.101 0.0641
Si -0.0772 -0.1297 0.0519
Si 0.3016 0.4995 0.4409
Si -0.87 -0.0483 0.1215
Si -0.6669 0.0358 0.1403
Si -0.0907 -0.0422 -0.3882
Si 0.1322 0.0921 -0.1153
Si 0.8137 0.1042 -0.0332
Si -0.0438 0.7362 0.4159
Si 0.3053 0.3794 -0.3999
Si 0.1154 -0.5083 0.2826
Si -0.5357 0.5516 0.4864
Si 0.4213 -0.7099 0.7257
Si -0.3305 -0.0967 0.2343
Si -0.9753 -0.4507 -0.4694
Si -0.5726 0.1175 0.1748
Si -0.5785 0.274 0.5845
Si 0.9951 -0.3093 0.4684
Si -0.0442 0.1757 0.0217
Si -0.3077 0.0207 -0.1859
Si 0.1162 -0.0076 -0.1048
Si -0.0543 -0.0942 0.0348
Si -0.0597 0.0296 -0.1881
Si -0.1984 -0.0633 -0.4137
Si 0.0695 0.0376 0.1318
Si 0.2958 0.0274 -0.1011
Si 0.139 0.0413 0.0407
Si 0.1337 0.1082 0.0455
Si -0.1948 -0.1149 0.0877
Si -0.1695 -0.0712 0.1887
Si -0.0223 -0.1017 -0.415
Si 0.0371 -0.0689 -0.1472
Si 0.1198 0.1584 -0.0045
Si -0.0055 0.1034 -0.0972
Si -0.1432 -0.0831 0.1681
Si -0.0831 0.0813 0.1183
Si 0.1167 -0.1691 -0.014
Si 0.1816 -0.0671 0.0291
Si 0.2484 0.2642 -0.2413
Si -0.2385 0.0145 0.0701
Si -0.0581 -0.0115 0.3724
Si 0.2246 -0.0192 0.1039
Si -0.1528 -0.1682 -0.2806
Si 0.0318 -0.023 0.133
Si -0.0026 -0.0314 0.0216
O 0.0009 -0.1543 0.3737
O 0.0416 0.1404 0.0575
O -0.1981 -0.0291 0.0899
O 0.2477 -0.0308 0.0817
O -0.2127 0.082 0.2687
O -0.1304 -0.0453 -0.3356
O 0.0488 -0.1716 0.2315
O 0.1327 -0.0255 -0.2264
O 0.2929 -0.324 -0.0666
O -0.0563 -0.0962 0.3595
O 0.4372 0.0863 0.1377
O 0.1141 0.2529 -0.3232
O -0.141 0.196 -0.6749
O 0.1892 0.0087 0.4712
O -0.067 -0.0834 -0.181
O -0.054 -0.1782 0.0726
O 0.1627 -0.1994 -0.3059
O 0.0778 -0.0638 0.0261
O -0.0103 -0.0971 0.148
O -0.1693 -0.0741 -0.1777
O 0.0488 0.0843 0.1899
O -0.0881 -0.2395 0.2431
O -0.1542 0.2019 0.0699
O -0.1062 -0.0416 0.181
O 0.0945 0.034 0.417
O -0.1645 0.0228 -0.2434
O 0.057 -0.1182 0.2814
O -0.111 -0.2129 0.4661
O 0.5169 -0.0292 -0.3253
O -0.7373 0.1421 0.0758
O -0.0064 -0.1089 -0.0889
O -0.2395 -0.0745 -0.2367
O -0.0909 -0.0818 -0.0978
O 0.0221 0.207 -0.5096
O 0.0197 0.0704 -0.1991
O 0.2047 0.4002 0.1203
O 0.2679 0.0097 -0.1173
O 0.3446 0.1108 0.0513
O -0.3437 -0.0262 -0.2873
O -0.2386 0.4276 -0.1297
O -0.2175 -0.2113 0.0558
O -0.0067 -0.2348 -0.1154
O -0.2592 -0.1671 -0.1561
O 0.3744 0.1528 0.0565
O -0.1375 -0.0726 -0.3323
O 0.325 -0.0626 -0.1909
O -0.0735 0.0525 -0.0275
O -0.1896 0.1497 -0.2282
O 0.1051 0.0437 -0.0645
O -0.0456 -0.0133 -0.2346
O 0.4171 0.0452 -0.047
O -0.1251 -0.1499 -0.1892
O -0.2039 -0.303 -0.1885
O -0.0267 0.0657 -0.257
O 0.1919 0.2852 -0.2849
O 0.0637 0.1598 -0.0878
O -0.2562 -0.0543 -0.1726
O 0.0302 0.0404 0.215
O -0.0561 -0.0372 0.2115
O 0.1935 -0.0435 0.0658
O 0.3536 0.2213 -0.1976
O -0.2175 0.0027 0.2983
O 0.1682 0.1665 -0.0293
O -0.022 -0.0595 0.3943
O -0.2414 0.0188 0.1382
O -0.166 0.2294 0.228
O 0.2418 -0.1287 0.3683
O -0.1181 0.1319 -0.1024
O 0.2104 0.0776 0.2878
O 0.1563 -0.4071 0.2413
O 0.089 -0.0539 -0.1164
O -0.3614 -0.0192 -0.1097
O 0.096 -0.0026 0.144
O 0.0341 0.3707 -0.3278
O 0.0765 0.2554 0.2647
O -0.1299 -0.0791 0.4847
O 0.2794 -0.4323 -0.0317
O 0.2257 0.2066 0.2139
O 0.1417 0.1731 0.3037
O -0.0049 -0.3593 0.3102
